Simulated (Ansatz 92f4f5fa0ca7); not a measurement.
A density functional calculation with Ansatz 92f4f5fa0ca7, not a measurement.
Periodic cell of 186 atoms, Si104O82, from a study of silicon, its oxide and their interface. The atomic structure is a simulated model.

Settings: functional PBE; potential files Ansatz PAW; basis plane waves; wave-function cutoff 700 eV; density cutoff ratio 5; exchange-correlation grid ratio 2; k mesh 2 x 2 x 1, shifted by 0.5 0.5 0.5 of a step; self-consistency stop 5e-08 eV per atom in the density residual; occupations Fermi-Dirac, 0.05 eV; spin none; net charge 0.

Cell vectors (angstrom)
a 11.5983 0 0
b 0 11.5983 0
c -5.104 -3.5 23.6546

Atoms and the computed forces on them: element, x, y, z (angstrom), force x, y, z (eV/angstrom)
Si 2.2622 0.5302 0.8777 -0.009 0.2652 -0.1932
Si 2.2694 3.629 1.6596 -0.0683 -0.0216 -0.6223
Si 2.5419 6.6411 1.0034 0.1202 -0.2691 -0.1981
Si 6.2109 0.6233 1.1416 -0.0106 0.2349 -0.203
Si 6.1915 3.7102 1.5416 -0.1714 0.0481 -0.7971
Si 6.334 6.7877 1.2786 -0.1235 -0.2594 -0.3447
Si 9.7591 0.6429 0.9826 -0.0185 0.247 -0.2554
Si 9.9499 3.7045 1.51 0.1704 0.0353 -0.6484
Si 9.8684 6.7706 1.0316 -0.0594 -0.1966 -0.1886
Si 4.1945 -0.0767 2.2498 0.1263 0.1554 -0.09
Si 4.2592 3.664 2.8105 0.1215 0.0259 -0.1081
Si 4.3089 7.3135 2.4637 0.1325 -0.0379 -0.1797
Si 8.0546 0.0367 2.54 -0.0552 -0.0461 -0.0118
Si 8.0757 3.6684 2.8635 0.0329 0.0426 -0.1281
Si 8.1738 7.2896 2.6383 0.0213 0.0282 -0.0299
Si 11.8514 -0.0599 2.1431 -0.0928 0.1696 -0.1339
Si 11.8868 3.6604 2.8022 -0.1734 -0.042 -0.1904
Si 12.0062 7.3721 2.1186 -0.1071 -0.1902 -0.1805
Si 4.236 1.6516 3.9332 -0.014 -0.1467 0.1879
Si 4.2812 5.5939 4.0555 0.0708 0.0281 0.2914
Si 4.2497 9.4592 3.6018 0.015 -0.0171 -0.0833
Si 8.0593 1.7401 4.1086 0.065 -0.1237 0.3761
Si 8.1188 5.5577 4.1657 0.0187 0.121 0.3903
Si 8.1028 9.4598 3.7211 -0.0532 0.088 -0.1764
Si 11.8976 1.6437 3.9161 -0.0027 -0.0698 0.1309
Si 11.9599 5.668 3.9136 -0.0134 0.1256 0.0534
Si 11.927 9.4468 3.4643 0.0368 -0.0099 -0.0764
Si 2.287 1.7257 5.2366 0.0617 -0.0685 -0.0511
Si 2.291 5.5489 5.2762 0.046 0.0932 0.0172
Si 2.2641 9.4808 4.9564 -0.1062 0.0727 0.0141
Si 6.103 1.726 5.4042 -0.0101 -0.0876 -0.0127
Si 6.1616 5.5658 5.4543 -0.0891 0.0409 -0.0777
Si 6.1508 9.4692 5.1106 -0.0012 0.0233 0.0357
Si 10.0228 1.7307 5.3657 -0.0929 -0.1039 -0.0815
Si 10.0988 5.5463 5.39 0.006 0.0235 -0.0135
Si 10.0721 9.4058 5.0577 0.0956 0.0868 0.0598
Si 2.2953 -0.2258 6.4872 0.1213 -0.0496 0.0742
Si 2.357 3.6211 6.6891 -0.0868 0.0944 0.0686
Si 2.263 7.5659 6.4222 0.002 -0.1188 -0.1468
Si 6.1251 -0.2565 6.6345 0.022 -0.0338 0.0514
Si 6.1261 3.6443 6.8175 0.047 0.1244 0.1091
Si 6.1706 7.581 6.6131 0.0215 -0.1263 -0.1304
Si 10.042 -0.2839 6.5121 -0.0726 -0.0529 0.074
Si 10.0109 3.6267 6.7917 0.0631 -0.0017 0.2826
Si 10.0776 7.5166 6.6119 -0.1226 -0.0102 -0.0755
Si 4.1582 -0.181 7.9941 -0.1572 0.1923 0.0661
Si 4.2409 3.7448 8.2291 -0.0725 -0.1818 0.1912
Si 4.1402 7.6043 7.8054 0.0899 0.0672 0.0073
Si 8.1299 -0.296 7.9137 0.1742 0.1055 -0.2159
Si 8.0132 3.6654 8.2583 0.1224 -0.0701 -0.0314
Si 8.1206 7.4052 7.9654 -0.0773 -0.0879 0.0051
Si 0.3771 -0.2089 7.8478 -0.0596 0.2128 -0.221
Si 0.4248 3.5301 8.0367 -0.1077 -0.1209 -0.1018
Si 0.4567 7.4107 7.9045 0.0994 -0.2021 0.1186
Si 4.1793 1.7267 9.6023 0.0077 -0.0748 0.1289
Si 4.2106 5.9076 9.399 -0.1281 -0.1874 -0.0111
Si 4.1221 9.4116 9.24 -0.1304 0.1431 0.171
Si 8.0858 1.5525 9.4161 0.1063 -0.0203 0.2669
Si 8.053 5.6869 9.7062 0.0473 0.0418 0.0564
Si 8.0754 9.3393 9.1819 -0.0203 0.108 0.2018
Si 0.3491 1.6156 9.4285 -0.0735 0.0685 0.4067
Si 0.4478 5.4258 9.3649 0.0872 0.081 0.0926
Si 0.4831 9.4249 9.0146 0.1702 0.0819 0.0813
Si 2.1802 1.3338 10.9792 0.0406 -0.0149 0.0559
Si 2.3662 5.4667 10.8365 0.0496 0.3612 0.2174
Si 2.2042 9.8142 10.5755 -0.0791 -0.2953 0.1752
Si 6.1899 0.9688 10.7625 -0.0191 -0.2827 0.1137
Si 5.9833 6.4187 10.9298 0.0749 0.2392 0.4294
Si 6.1055 9.4382 10.4326 0.1171 0.1317 0.4423
Si 10.0098 1.989 10.8142 -0.0833 0.086 -0.2219
Si 10.1913 5.2154 10.8535 0.0712 -0.0828 0.1956
Si 10.1456 9.4671 10.2057 0.1221 -0.2729 0.4581
Si 1.2998 3.2484 20.3138 -0.0838 -0.1527 -0.368
Si 1.7242 1.778 14.1891 0.0705 0.0449 0.48
Si 7.1488 3.6914 17.7417 0.0224 -0.0098 -0.035
Si 6.3431 11.778 15.7169 -0.0514 -0.1567 0.2404
Si 2.6564 0.8153 19.1487 0.1083 -0.0313 -0.0555
Si -1.7782 0.0178 20.9291 0.0048 0.1188 -0.244
Si 0.4281 6.3246 13.0854 0.0334 -0.2631 0.2381
Si 9.0848 11.4148 16.8566 -0.0073 0.0497 0.0916
Si 2.2389 4.7709 14.9668 -0.0608 -0.0802 0.3368
Si -1.3033 9.5333 19.1288 0.0566 0.0467 -0.2034
Si 3.2158 -0.0387 16.207 0.0866 -0.0668 0.3231
Si 2.707 7.628 22.4553 -0.0115 0.2075 -0.1775
Si 0.1624 9.0489 12.6299 -0.0991 -0.0433 -0.0736
Si -1.56 11.3017 12.4214 -0.1538 -0.0987 0.2357
Si 4.3315 4.7375 12.989 -0.1334 0.1672 0.206
Si 8.2358 9.9944 14.3787 -0.0268 0.0181 0.4338
Si 5.6579 7.458 17.1192 0.0523 -0.0195 0.108
Si 8.5621 7.2358 15.5183 -0.0981 0.0581 0.1735
Si 0.859 4.6 17.5672 -0.0339 -0.0134 0.0019
Si 6.3981 2.5511 13.5557 0.0849 -0.0571 0.4532
Si 8.4451 4.2024 14.9766 0.0082 -0.0411 0.4595
Si -2.9984 8.9805 21.4972 0.0214 0.1736 -0.5081
Si -1.4268 2.8499 21.8027 -0.052 -0.1557 -0.417
Si 5.1989 2.6824 19.3795 0.0243 -0.1168 -0.156
Si -0.7634 2.3126 16.0002 -0.0227 0.1351 0.3352
Si 2.7773 8.5629 16.8729 0.0308 0.147 0.1217
Si 2.8059 4.5119 22.6122 -0.1122 -0.2892 -0.0248
Si 3.0915 9.3733 19.9306 0.1357 0.2326 -0.297
Si 8.0996 2.1822 19.8378 -0.161 0.0035 -0.1267
Si 5.9031 8.3285 19.9824 -0.0559 0.0635 -0.321
Si 5.5925 5.502 19.2275 0.0452 -0.1115 -0.0864
Si -0.1565 7.4826 17.1308 -0.0359 -0.078 0.1627
O 2.2753 2.197 0.8215 0.0193 -0.386 0.02
O 2.3142 0.0615 -0.7509 -0.0048 0.0051 0.6085
O 7.4963 11.8849 16.897 0.0146 -0.067 -0.1407
O 2.8276 6.0478 22.0846 0.0101 0.0556 -0.0293
O 7.0633 7.2332 16.2675 0.043 0.025 -0.0473
O 6.1809 8.4209 18.3601 -0.0378 0.0199 0.0509
O 2.1398 4.9358 16.5915 0.0384 -0.0403 -0.2119
O 6.1916 2.2648 0.6448 0.0511 -0.3632 0.5188
O -2.0923 8.5431 20.1838 -0.0489 -0.0086 0.2166
O 2.518 3.5144 21.3517 0.1155 0.2111 0.3182
O 4.8507 -0.0255 16.3301 0.0324 0.0449 -0.0742
O 9.2172 -0.0455 -0.4422 0.1482 0.1111 0.1708
O 2.2408 5.0104 0.7157 0.1264 0.3707 0.2483
O 1.3528 7.7988 16.4676 -0.0207 -0.0147 -0.0413
O -1.7978 3.5615 23.2242 -0.0988 0.0076 0.296
O 9.3349 7.6137 -0.3133 0.203 -0.1491 0.1144
O -2.6324 -1.054 21.8047 -0.0107 -0.021 0.1026
O -1.5491 1.3339 12.3831 0.0367 -0.0138 -0.3032
O 1.6677 9.1421 11.9948 -0.0079 0.0265 -0.1021
O 1.736 1.7064 12.5592 0.1198 -0.0328 -0.7223
O 2.5768 -0.2644 11.0585 -0.2788 0.0584 -0.0555
O 1.4277 1.717 19.7256 -0.0721 0.1373 0.1429
O -0.1028 5.9218 17.6325 0.0011 0.0946 -0.0604
O 3.2272 4.3722 11.8044 -0.2405 0.0275 -0.2271
O 3.5593 5.4581 14.2733 0.1833 -0.0783 -0.3442
O 6.1111 8.0495 11.398 -0.0237 -0.3513 -0.5271
O 6.5356 1.7401 12.1711 -0.0518 -0.0711 -0.1841
O 2.8264 8.6257 18.5066 -0.0213 -0.0454 0.08
O 4.9978 3.3697 13.5402 -0.031 -0.0241 -0.1229
O 10.6715 5.7717 12.356 -0.1143 -0.0213 -0.39
O 7.6441 3.6071 13.6937 -0.0448 -0.0962 -0.2202
O 9.997 3.6058 11.153 -0.0467 -0.1002 -0.1585
O 5.7159 2.8655 17.8135 0.0532 0.0847 0.1166
O 0.8419 5.3505 14.3324 -0.0736 0.2249 -0.3473
O 5.5173 5.6843 12.3615 0.0768 0.106 -0.3152
O 4.283 8.0253 16.3753 0.0106 -0.0415 -0.0145
O 2.6544 -1.5593 16.207 -0.0336 -0.036 -0.0598
O 8.6331 10.6525 12.9455 0.0497 0.1176 -0.1629
O 10.5903 8.5628 11.5536 -0.0749 0.1376 -0.2326
O -0.3065 10.5342 13.1803 0.0006 -0.0295 -0.1276
O 0.0596 3.2732 17.0429 -0.043 -0.0521 -0.1038
O -1.4656 1.0795 16.8318 -0.0279 -0.0109 -0.0874
O 2.353 3.1955 14.6465 0.002 -0.0595 -0.1538
O 1.6621 6.4259 12.0059 0.1309 -0.1501 -0.2086
O -1.6334 7.5864 16.3513 -0.0019 -0.0327 -0.0465
O 6.5188 -0.2659 -0.2181 -0.1537 0.1232 0.0903
O 2.7084 0.6374 14.8252 -0.1172 0.0848 -0.239
O 6.0506 -0.6686 11.2087 0.1579 0.3167 -0.3706
O 2.5859 0.7253 17.517 -0.0125 -0.0264 -0.055
O 4.0458 1.5787 19.5428 0.0195 0.0653 0.0353
O 0.2341 1.6762 14.8724 0.1029 -0.0874 -0.26
O 4.6804 9.3518 20.2826 0.0117 -0.0925 0.0967
O 6.3934 1.5357 14.8296 0.0345 0.1981 -0.3439
O 5.0592 6.0702 17.783 0.0048 0.0402 0.0228
O -0.1159 3.4851 21.0832 -0.0199 0.0678 0.1909
O -0.6682 10.7603 20.0476 -0.1526 0.0075 0.1127
O -1.8588 3.2728 15.2702 -0.0748 -0.0058 -0.1654
O 8.7481 0.7006 19.8886 0.0748 -0.0366 0.1582
O 1.4053 4.2941 19.0635 0.0332 -0.0524 0.2038
O 9.8906 5.1271 0.5943 0.0639 0.2915 0.4765
O 6.5041 2.1591 20.2265 0.1037 0.0617 -0.0031
O 8.8046 5.7822 14.8106 0.031 -0.0084 -0.1201
O 9.364 10.3104 18.0229 -0.001 -0.0668 0.1092
O 5.6011 6.7326 20.2999 -0.0209 0.0136 0.1006
O 2.6099 10.932 19.8266 -0.0021 -0.1374 0.0936
O 6.7195 10.4577 14.8031 0.1096 0.0167 -0.1127
O 2.3722 8.5309 21.1209 0.0425 -0.2637 0.398
O 4.7565 4.217 19.8187 0.0336 0.0759 0.053
O -2.7313 3.1586 20.876 0.0718 -0.0167 0.1507
O 6.6652 7.8208 0.0192 -0.1711 -0.1504 -0.0079
O 0.186 7.826 13.7096 0.036 0.0922 -0.1195
O 7.0927 4.9404 18.8253 -0.0284 0.0026 0.0673
O 8.3926 8.378 14.3587 0.0329 0.0484 -0.1665
O 6.2713 5.1787 0.6763 -0.0558 0.2439 0.5714
O 9.883 2.2921 0.5932 0.0195 -0.3968 0.4066
O -0.2375 8.584 18.3511 -0.0418 0.0187 0.0218
O 7.4155 4.1531 16.2412 0.0287 0.0043 -0.172
O 7.0751 8.8173 20.9702 0.0866 0.008 0.2258
O 8.3348 2.7323 18.3105 -0.0766 0.0153 0.1436
O 10.125 11.0158 10.8083 0.0051 0.1783 0.0801
O -1.1596 1.2125 21.8478 -0.0122 0.0429 0.1982
O 9.3011 10.6171 15.4517 -0.0421 -0.0438 -0.2273

Results
free energy: -112758.883 eV
free energy less fixed offsets of O -569.03, Si -635.61 eV per atom: 5.017 eV
pressure: -0.89 GPa
stress xx, yy, zz, yz, xz, xy (GPa, positive in tension): 0.97, 1.11, 0.58, -0.19, 0.02, 0.06

The program warned: the cutoff lies below the one the program advises for these potential files.
